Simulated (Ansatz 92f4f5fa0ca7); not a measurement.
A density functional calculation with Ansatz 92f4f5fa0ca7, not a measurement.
Periodic cell of 223 atoms, Si131O90As2, from a study of silicon, its oxide and their interface. The atomic structure is a simulated model.
Doubt: the cutoff is far below the 930 eV that the study's wrapper takes by default for these files, so forces and energies are approximate.
This geometry differs little from another in the collection (a relaxation step or a small displacement).

Settings
functional: PBE
potential files: Ansatz PAW
basis: plane waves
wave-function cutoff: 580 eV
density cutoff ratio: 5
exchange-correlation grid ratio: 1
k mesh: 1 x 1 x 1, Gamma-centred
self-consistency stop: 5e-08 eV per atom in the density residual
occupations: fixed
spin: none
net charge: 0

Cell vectors (angstrom)
a  10.938  0  0
b  0  10.938  0
c  0  0  32.1988

Atoms and the computed forces on them: element, x, y, z (angstrom), force x, y, z (eV/angstrom)
Si  10.5947  0.2265  24.8757  -0.0003  -0.0001  0.0012
Si  5.7452  10.6816  24.7548  0.0013  0.0017  0.0009
Si  2.4836  2.9176  24.649  0.001  -0.0002  0
Si  8.4321  2.4634  24.8381  0.0004  0.0002  0.0021
Si  0.2818  5.1711  24.7634  0.0006  0.0005  0.0014
Si  5.164  5.7498  24.7011  0.0007  -0.0009  -0.0009
Si  2.9437  8.0042  24.6129  -0.0001  0.0001  0.0005
Si  7.9469  8.4401  24.7426  0.0024  0.0003  0.0004
Si  1.3349  1.3855  26.0462  -0.0002  0.0024  0.0015
Si  6.8517  1.311  26.1298  0.0036  -0.0029  0.0018
Si  4.051  4.1056  25.9928  -0.0008  0.0005  0.0006
Si  9.61  4.0661  26.0895  0.0027  -0.0022  0.0006
Si  1.4039  6.8278  26.0087  0.0012  -0.0007  0.0005
Si  6.7754  6.8551  26.0346  -0.0004  0.0014  0.0003
Si  4.105  9.5387  26.0036  0.0009  -0.0017  0.0004
Si  9.4722  9.5716  26.1556  -0.0023  0.0011  0.0031
Si  2.7314  -0.0078  27.3539  0.0004  -0.0011  -0.003
Si  8.164  -0.0195  27.5614  -0.0008  0.0011  0.001
Si  0.0102  2.7222  27.491  -0.0001  -0.0003  -0.0005
Si  5.4444  2.7452  27.3701  0.0009  -0.0012  -0.0025
Si  2.7319  5.4654  27.4307  0.0004  0.0009  -0.0004
Si  8.1893  5.4738  27.3653  0.0005  -0.0014  -0.0026
Si  -0.0004  8.1826  27.3793  0.001  -0.001  -0.0021
Si  5.4382  8.2011  27.4484  0.0006  -0.0004  -0.0002
Si  4.0836  1.3683  28.7469  0.0021  0.0003  0.0049
Si  9.5761  1.3596  28.8458  -0.0016  -0.0009  -0.0067
Si  1.3676  4.1144  28.8134  0.0011  -0.0027  -0.0039
Si  6.8288  4.1028  28.7486  0.0014  -0.0022  0.0054
Si  4.0938  6.8215  28.8027  -0.0001  0.0001  -0.0007
Si  9.5608  6.8293  28.7573  0.0016  0.0018  0.0032
Si  1.3709  9.5626  28.745  -0.0014  -0.0008  0.0053
Si  6.7831  9.5475  28.852  0.0067  0  -0.0077
Si  0.018  -0.0196  30.1558  0.0023  -0.0007  0.0006
Si  5.4413  0.0192  30.1602  -0.0015  0.0021  0.0015
Si  2.7373  2.7333  30.1469  -0.0007  -0.0013  0.0005
Si  8.1917  2.746  30.1515  -0.0008  0.0008  0.0008
Si  -0.0113  5.4768  30.1517  -0.0006  0.0012  0.0013
Si  5.4745  5.4624  30.1475  0.0009  0.0001  -0.0002
Si  2.7272  8.2053  30.1432  0.0012  0.0014  0.0001
Si  8.2046  8.195  30.1541  -0.0009  -0.0008  0.0007
Si  1.3673  1.3673  31.515  0.0905  -0.0298  0.014
Si  6.8362  1.3673  31.515  -0.0401  0.0883  -0.0048
Si  4.1018  4.1018  31.515  0.0389  -0.082  -0.0051
Si  9.5708  4.1018  31.515  -0.0796  0.0758  0.0166
Si  1.3673  6.8362  31.515  -0.0399  0.086  -0.0203
Si  6.8362  6.8362  31.515  0.0531  -0.0787  0.0491
Si  4.1018  9.5708  31.515  -0.1859  0.0062  0.0286
Si  9.5708  9.5708  31.515  0.0289  -0.1288  0.0135
Si  2.7345  0  0.6835  0.0365  0.0087  0.0577
Si  8.2035  0  0.6835  0.0115  0.1757  -0.0108
Si  0  2.7345  0.6835  -0.0445  -0.0592  0.1119
Si  5.469  2.7345  0.6835  0.0843  -0.0082  0.019
Si  2.7345  5.469  0.6835  -0.0621  0.038  -0.2128
Si  8.2035  5.469  0.6835  0.0837  -0.1308  0.114
Si  0  8.2035  0.6835  -0.1822  -0.0518  -0.1469
Si  5.469  8.2035  0.6835  0.08  0.0477  -0.0382
Si  4.1163  1.3653  2.051  -0.001  -0.003  -0.0014
Si  9.5626  1.3715  2.078  0  0.0042  0.0012
Si  1.3636  4.1206  2.0412  -0.0064  -0.0012  -0.0011
Si  6.8623  4.071  2.0645  -0.0043  -0.0045  -0.001
Si  4.1168  6.8138  2.0261  -0.001  0.0028  0.0024
Si  9.5691  6.8379  2.0519  0.0015  -0.0014  -0.0017
Si  1.3349  9.5822  2.0244  -0.0014  -0.0091  -0.0042
Si  6.8264  9.5977  2.0442  -0.0005  0.0033  -0.0005
Si  -0.0084  -0.0098  3.4288  0.0115  0.0046  0.0031
Si  5.4787  0.0132  3.455  -0.0066  0.0057  -0.0068
Si  2.7662  2.7753  3.3719  -0.0011  -0.0084  0.0069
Si  8.1929  2.7026  3.5061  -0.0025  0.0117  -0.0028
Si  -0.0107  5.464  3.4317  -0.0037  0.0007  -0.0037
Si  5.4879  5.4485  3.3937  0.0147  -0.0004  -0.0056
Si  2.6959  8.1719  3.3177  -0.002  0.0088  -0.0061
Si  8.2013  8.2392  3.3821  0.003  -0.0105  -0.0026
Si  1.3674  1.4461  4.694  -0.0103  -0.0004  -0.0045
Si  6.8755  1.2839  4.9411  0.017  -0.0021  0.0089
Si  4.2048  4.0382  4.7866  -0.0013  0.0054  -0.0003
Si  9.5245  4.1685  4.84  -0.0037  0.0006  0.0058
Si  1.4416  6.7982  4.7509  -0.0001  0.0061  -0.0004
Si  6.7727  6.918  4.703  -0.0161  -0.0015  0.0022
Si  3.9797  9.5718  4.657  -0.0003  -0.0085  -0.0046
Si  9.5853  9.512  4.8077  -0.0158  0.0106  0.0098
Si  2.7637  0.1013  6.033  0.0033  -0.0062  -0.0027
Si  8.2188  -0.1658  6.3083  -0.0173  0.0041  0.0165
Si  -0.0132  2.7471  6.1269  0.006  0.0005  -0.0029
Si  5.553  2.7211  6.3039  -0.0065  -0.0074  -0.0097
Si  2.8267  5.4244  6.1042  0.0051  0.0033  0.0067
Si  8.1576  5.6666  6.1391  0.0079  -0.0022  -0.0109
Si  0.1167  8.1615  6.1174  0.0126  0.0007  -0.003
As  5.3808  8.328  6.0982  -0.0145  -0.0039  -0.0079
Si  3.9513  1.4819  7.584  -0.0101  0.0067  0.0259
Si  9.804  1.1384  7.4534  -0.0054  0.0031  -0.0138
Si  1.7318  3.765  7.3561  -0.0104  -0.0034  0.0413
Si  6.6633  4.4807  7.5005  0.0031  0.0087  0.0008
Si  4.3305  6.6427  7.4671  -0.0078  0.0028  -0.0012
Si  9.6308  6.9297  7.513  0.0011  0.0139  0.0877
Si  1.1562  9.9419  7.2903  -0.0148  0.0025  0
As  7.5001  8.8591  7.9111  0.0436  -0.0415  -0.0362
O  9.1411  8.2025  8.47  0.0074  -0.0544  -0.0635
O  2.7789  2.6025  7.8419  0.0059  0.0032  -0.0129
O  9.5293  1.3516  24.2788  -0.0004  0.001  -0.0015
O  4.0603  6.8638  24.1374  -0.0003  0.001  0.0006
O  0.0395  0.0599  7.9189  0.0163  -0.0014  0.0109
O  5.5066  5.5951  7.9704  0.0237  -0.0114  0.0038
O  6.8544  9.5712  24.209  -0.001  0.0004  -0.0009
O  1.3724  4.0602  24.1764  0.0001  0.0004  -0.0008
O  3.8008  7.4238  8.8385  0.0023  0.0022  -0.0068
O  1.3735  4.3976  8.8219  -0.0192  0.0202  -0.0101
O  10.0712  5.7278  8.5706  0.0178  0.0286  -0.0074
O  2.0771  9.4476  8.5521  -0.0015  0.0014  -0.0019
O  7.4612  3.9727  8.8569  -0.0076  0.0054  -0.0036
O  4.328  0.8759  9.0901  -0.0032  0.0047  -0.0128
O  7.0198  9.6442  9.436  -0.0004  0.0441  0.0337
O  9.1931  1.9033  8.7831  0.0034  0.0017  0.0023
O  7.7103  3.1434  23.5339  0.0003  0.0002  -0.0013
O  10.5116  5.8543  23.4551  0.0012  -0.0008  -0.0002
O  5.1026  0.4451  23.4204  0.0013  -0.0009  0.0002
O  5.8754  5.0966  23.3704  0  0.0012  0.0017
O  3.1069  2.2059  23.2857  0.0001  0.0005  0.0012
O  2.3075  8.7131  23.246  0.0003  -0.0009  -0.0002
O  8.6316  7.7624  23.4049  -0.0007  0.0002  0.0006
O  0.2428  10.3365  23.6033  -0.0002  0.001  0.0013
Si  4.3987  1.5749  22.4866  0.0003  -0.0008  -0.0015
Si  3.5606  7.9262  14.1023  -0.0006  0.0025  0.003
Si  7.184  0.9597  14.7067  0.0086  -0.0018  0.0025
Si  0.9629  9.3565  22.5421  0.0019  0.0007  -0.0023
Si  1.242  4.3027  11.9662  0.0066  0.0012  0.0047
Si  6.3413  8.9685  15.3677  0.0017  0.0002  -0.0002
Si  0.7232  1.3564  12.3895  0.0009  0.0014  0.0036
Si  8.6537  4.9439  20.5453  0.0012  0.0005  -0.002
Si  0.5152  5.6232  9.4225  0.0136  -0.0108  -0.0188
Si  5.1578  3.1146  17.9734  0.0012  0.0006  -0.001
Si  0.9408  3.736  16.8067  0.0012  0.0001  -0.0018
Si  10.4496  2.8533  19.2785  0.0011  0  -0.0013
Si  5.3162  1.1697  10.3857  -0.0006  0.005  0.0034
Si  0.9328  0.1823  19.8861  0.0002  -0.001  -0.0028
Si  6.7405  9.4801  11.0343  -0.0013  0.0001  0.0159
Si  9.3823  9.6697  18.3994  0.0005  0.0003  -0.0013
Si  9.4931  9.2301  12.6899  0.0028  0.0035  0.003
Si  6.5794  3.8454  22.6026  0.0018  -0.0009  -0.0011
Si  2.4305  8.1308  9.4106  -0.004  -0.0095  -0.0028
Si  10.6502  7.3578  17.1685  0.0011  0.0009  -0.0005
Si  2.5618  6.2971  16.649  -0.0007  0.0014  0.0017
Si  10.2346  4.4758  14.2501  -0.0001  0.0006  0.0006
Si  6.1898  9.1809  18.5655  0.0013  -0.0005  -0.0009
Si  7.9701  2.6087  9.6  0.0046  -0.0075  0.0036
Si  8.9262  2.1551  12.472  0.0021  0.0011  0.0014
Si  5.4007  6.2378  18.1122  0.0015  0.0006  -0.0003
Si  3.9607  0.5514  19.4916  0.0015  -0.0004  -0.0016
Si  4.3306  3.8375  12.0886  -0.0014  0.0012  0.001
Si  5.6144  6.5922  12.2145  -0.0043  -0.0038  0.0022
Si  8.0706  2.5016  17.2526  0  -0.0003  -0.0021
Si  4.4204  2.4703  15.0068  -0.0037  0.0027  0.0051
Si  1.6008  1.2  15.3437  0.0004  0.0003  -0.0008
Si  1.655  9.4219  12.1024  0.0006  0.0008  0.0044
Si  8.1337  6.8379  13.9321  0.0027  0.0008  0.0029
Si  10.4686  9.8301  15.5901  0.0007  -0.0003  0.0021
Si  9.8216  7.0244  22.5652  -0.0002  -0.0008  -0.0004
Si  8.1602  5.4763  17.4437  0.0019  0.0009  -0.0012
O  6.104  7.971  11.3887  0.003  0.0114  -0.0077
O  6.098  9.2083  16.9466  0.0012  0.0005  0.0017
O  7.7236  1.3951  13.2364  0.0024  0.0017  -0.0029
O  0.8905  1.7053  13.9736  0.0003  -0.0005  -0.0014
O  9.5016  6.2357  16.9537  -0.0004  -0.0005  0.0006
O  6.8559  6.1878  13.1801  0.0023  -0.0012  0.0001
O  5.198  4.6494  18.6464  0.0014  0.0002  0.0004
O  9.283  2.1669  18.3155  0.0013  0.0007  0.0005
O  2.4038  0.0969  19.1  0.0006  0.0006  0.0008
O  9.4665  10.2236  16.8422  0.0008  0.0001  0.0008
O  2.8462  4.4642  11.7853  -0.0002  0.0026  -0.0014
O  5.1035  10.3128  19.1422  0.0003  0.0013  0.0007
O  9.4869  3.2613  13.4964  0.0005  0.0004  -0.0007
O  0.506  1.7706  20.0039  0.0014  0.0011  0.0011
O  3.2049  1.3623  15.0919  -0.0011  -0.0018  0.0012
O  8.1951  5.3511  19.0544  0.0002  0  0.001
O  3.9486  6.5902  17.4544  0.001  -0.0001  0
O  4.623  3.2851  16.4218  0.0011  0.0006  0.0007
O  9.1188  5.6449  14.4097  -0.0008  0.0022  -0.0008
O  5.4526  2.7685  22.1498  0.0008  0.0003  0.0002
O  10.7175  4.0831  15.7401  0.0009  -0.0006  0.0013
O  0.3931  3.8773  18.3391  0.0011  0.0001  0.0014
O  10.4639  10.518  19.2839  0.0022  0.0011  0.0009
O  9.7562  10.0296  14.1263  0.0012  -0.0001  -0.0034
O  10.9173  8.1338  22.0991  0.0008  -0.0005  0.0007
O  1.2865  2.1568  16.6192  0.0013  0.0004  0.0007
O  9.7703  3.7494  20.4673  0.0006  0.0007  0.0008
O  8.1734  4.0293  16.7088  0.0015  0.0012  0.0004
O  0.0436  9.104  11.9835  -0.001  0.0004  0.0006
O  6.6383  2.4016  18.0328  0.0008  0.0003  0.0004
O  5.6363  10.7293  11.2734  0.0035  -0.0075  -0.0026
O  7.7942  9.5915  18.9157  0.0007  0.0005  0.0004
O  10.0789  1.0321  12.0986  -0.0001  0  0.0001
O  1.2339  7.0599  9.2279  -0.0099  -0.0178  -0.0027
O  0.6906  4.7773  13.433  0.0023  0.0009  0
O  5.7649  7.6165  19.0281  0.0011  0.0002  0.0003
O  5.3009  5.0856  11.5727  0.0048  0.0023  -0.0012
O  2.7655  7.0077  15.1965  0.0021  0.0002  -0.0026
O  1.0048  2.731  11.5787  0.0001  -0.0023  -0.0009
O  0.9531  10.6669  15.6757  0.0018  0.0008  0.0004
O  2.513  8.6442  10.9475  0.0014  -0.0004  0.0037
O  4.7133  2.4314  11.2868  0.0013  -0.0011  -0.0011
O  4.3306  3.4904  13.7144  0.0005  0.0047  -0.0044
O  2.2392  4.693  16.5317  0.0014  -0.0002  0.0001
O  10.7753  8.2402  15.7926  0.0016  0  0
O  7.0094  10.2896  14.7125  0.0007  -0.0013  0.0008
O  2.4251  8.9449  13.4766  -0.0002  0.0012  -0.0006
O  8.1096  1.52  15.9434  0.0007  0.0012  0.0012
O  4.2038  6.9653  12.9522  0.0031  -0.0002  -0.0017
O  4.2298  2.0028  18.7514  0.0011  -0.0004  0.0007
O  7.3131  4.4119  21.283  -0.0001  -0.0004  0.0014
O  8.4522  2.9315  11.1207  -0.0002  0.0023  0.0042
O  1.2421  6.8632  17.4559  0.0017  0  0
O  5.7101  1.5509  14.8347  0.0018  0.0005  -0.0016
O  8.1799  9.7678  11.8248  -0.0032  -0.0021  -0.0012
O  9.2183  6.2929  21.2525  0.0007  0.0004  0.0004
O  9.0936  7.6846  12.9528  -0.0011  0.001  0.0002
O  1.7196  0.129  11.9708  0.0018  0.0023  -0.0007
O  6.7003  6.1535  17.098  0.0011  0.0001  0.0009
O  7.4642  7.7999  15.0858  0.0021  -0.0004  0.0002
O  1.2702  10.3006  21.2594  0.0012  -0.0006  0.0018
O  10.0709  8.1885  18.4395  0.0007  0.0007  0.0006
O  3.9695  0.8462  21.1028  0.0009  0.0007  0.0015
O  0.36  5.2765  10.9916  -0.0053  0.004  -0.0127
O  6.7176  1.5922  9.6759  -0.0012  0.0015  -0.0012
O  4.8489  8.7116  14.7414  0.0004  0.0011  -0.0005

Results
free energy: -144174.211 eV
free energy less fixed offsets of As -4856.12, O -568.88, Si -635.61 eV per atom: 2.139 eV

The program warned: the cutoff lies below the one the program advises for these potential files; the exchange-correlation potential is rough where the density is thin.
